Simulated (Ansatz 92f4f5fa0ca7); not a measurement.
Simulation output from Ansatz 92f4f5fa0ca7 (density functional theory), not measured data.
Periodic cell of 213 atoms, Si132O80H1, from a study of silicon, its oxide and their interface. The atomic structure is a simulated model.
Doubt: the cutoff is far below the 930 eV that the study's wrapper takes by default for these files, so forces and energies are approximate.

Settings: functional PBE; potential files Ansatz PAW; basis plane waves; wave-function cutoff 580 eV; density cutoff ratio 5; exchange-correlation grid ratio 1; k mesh 1 x 1 x 1, Gamma-centred; self-consistency stop 5e-08 eV per atom in the density residual; occupations fixed; spin none; net charge +1 e, with a uniform compensating background and no finite-size correction.

Cell vectors (angstrom)
a, 10.938, 0, 0
b, 0, 10.938, 0
c, 0, 0, 31.2022

Atoms and the computed forces on them: element, x, y, z (angstrom), force x, y, z (eV/angstrom)
Si, -0.4912, 0.3207, 23.8044, 0.2947, -0.6229, -0.3004
Si, 6.1693, -0.477, 23.5891, -0.3825, 0.664, -0.4228
Si, 2.2393, 3.2522, 23.9119, 0.2539, -0.3364, -0.2672
Si, 8.8336, 2.1271, 23.9208, -0.4585, 0.5012, -0.1692
Si, 0.4618, 4.8453, 24.0297, -0.48, 0.2209, -0.1443
Si, 5.0889, 5.987, 23.6497, 0.5033, -0.4379, -0.4106
Si, 3.3476, 7.6744, 23.7765, -0.3403, 0.5409, -0.0547
Si, 7.8874, 8.7546, 23.7675, 0.6314, -0.458, -0.158
Si, 1.3619, 1.3083, 24.9521, 0.0964, 0.0535, 0.0596
Si, 6.9196, 1.2716, 25.0278, 0.0537, 0.0068, -0.0968
Si, 4.1572, 4.1623, 24.9452, 0.0012, 0.0339, 0.0415
Si, 9.6016, 3.9578, 25.2045, 0.0538, 0.0916, -0.072
Si, 1.4531, 6.7931, 25.0085, 0.0292, -0.0151, -0.1236
Si, 6.8701, 6.8977, 24.9324, 0.0195, 0.0565, 0.0347
Si, 4.2945, 9.5506, 24.8905, -0.0669, -0.1053, 0.0131
Si, 9.5327, 9.6254, 25.2146, -0.0179, -0.0128, 0.0444
Si, 2.8086, -0.0468, 26.2996, -0.0537, -0.0429, -0.0276
Si, 8.185, 0.0127, 26.5332, -0.0081, 0.016, 0.1242
Si, 0.0762, 2.6407, 26.4879, 0.0079, -0.1292, 0.0989
Si, 5.4974, 2.7133, 26.3199, -0.0076, 0.0609, 0.0378
Si, 2.7831, 5.4469, 26.423, -0.0356, -0.0554, 0.1647
Si, 8.1951, 5.4749, 26.3673, -0.0379, -0.0413, -0.0312
Si, 0.0331, 8.1709, 26.3845, 0.0932, 0.018, -0.027
Si, 5.5248, 8.199, 26.4115, 0.0087, -0.0104, 0.0139
Si, 4.1018, 1.3673, 27.784, 0.0638, -0.0106, -0.73
Si, 9.5708, 1.3673, 27.784, 0.1232, -0.017, 0.8083
Si, 1.3673, 4.1018, 27.784, 0.405, -0.1251, 0.1846
Si, 6.8362, 4.1018, 27.784, -0.0912, -0.0191, -0.4978
Si, 4.1018, 6.8362, 27.784, 0.1771, 0.1428, 0.0014
Si, 9.5708, 6.8362, 27.784, 0.0438, -0.1027, -0.3633
Si, 1.3673, 9.5708, 27.784, 0.3371, -0.0373, -0.5646
Si, 6.8362, 9.5708, 27.784, -0.156, -0.1925, 0.623
Si, 0, 0, 29.1512, -0.1203, 0.0734, 0.0241
Si, 5.469, 0, 29.1512, -0.0023, -0.0899, 0.0183
Si, 2.7345, 2.7345, 29.1512, -0.0399, 0.1117, 0.0202
Si, 8.2035, 2.7345, 29.1512, 0.137, 0.0326, 0.0104
Si, 0, 5.469, 29.1512, -0.0454, -0.0458, -0.0261
Si, 5.469, 5.469, 29.1512, -0.0551, 0.0351, -0.0071
Si, 2.7345, 8.2035, 29.1512, 0.0461, 0.0485, -0.005
Si, 8.2035, 8.2035, 29.1512, -0.0608, 0.0987, 0.0162
Si, 1.3673, 1.3673, 30.5185, 0.0233, -0.0666, -0.0017
Si, 6.8362, 1.3673, 30.5185, -0.0111, 0.0465, -0.0479
Si, 4.1018, 4.1018, 30.5185, 0.0501, -0.0343, 0.0121
Si, 9.5708, 4.1018, 30.5185, -0.0339, 0.0061, -0.011
Si, 1.3673, 6.8362, 30.5185, 0.0107, -0.0022, -0.0382
Si, 6.8362, 6.8362, 30.5185, 0.0696, -0.0673, -0.0038
Si, 4.1018, 9.5708, 30.5185, -0.0542, 0.0104, -0.0178
Si, 9.5708, 9.5708, 30.5185, 0.098, -0.0964, 0.0021
Si, 2.7345, 0, 0.6835, 0.0363, -0.0057, 0.0245
Si, 8.2035, 0, 0.6835, -0.0769, 0.0632, -0.0094
Si, 0, 2.7345, 0.6835, -0.0367, 0.0327, -0.0129
Si, 5.469, 2.7345, 0.6835, 0.0398, -0.0392, 0.0185
Si, 2.7345, 5.469, 0.6835, -0.0427, 0.017, 0.0064
Si, 8.2035, 5.469, 0.6835, 0.0305, 0.016, 0.0392
Si, 0, 8.2035, 0.6835, -0.0096, -0.0112, 0.0268
Si, 5.469, 8.2035, 0.6835, -0.0875, 0.1262, -0.0251
Si, 4.1018, 1.3673, 2.0507, -0.0078, 0.0249, -0.0005
Si, 9.5708, 1.3673, 2.0507, 0.0954, -0.0066, -0.003
Si, 1.3673, 4.1018, 2.0507, 0.0105, -0.037, 0.0385
Si, 6.8362, 4.1018, 2.0507, -0.0257, 0.0031, 0.0191
Si, 4.1018, 6.8362, 2.0507, 0.087, -0.031, -0.0217
Si, 9.5708, 6.8362, 2.0507, -0.0288, 0.0238, 0.0271
Si, 1.3673, 9.5708, 2.0507, -0.1031, -0.0874, 0.0149
Si, 6.8362, 9.5708, 2.0507, 0.087, -0.1235, -0.0417
Si, 0, 0, 3.418, 0.0561, 0.2252, -0.2999
Si, 5.469, 0, 3.418, -0.1588, 0.2478, 0.7022
Si, 2.7345, 2.7345, 3.418, 0.1326, -0.1852, -0.1185
Si, 8.2035, 2.7345, 3.418, 0.035, 0.0388, 0.6361
Si, 0, 5.469, 3.418, -0.0452, -0.0778, 0.3953
Si, 5.469, 5.469, 3.418, -0.3471, -0.1226, -0.4472
Si, 2.7345, 8.2035, 3.418, -0.213, -0.0978, 0.583
Si, 8.2035, 8.2035, 3.418, -0.2702, 0.241, -0.7465
Si, 1.3799, 1.3501, 4.7772, 0.0076, -0.0383, -0.0135
Si, 6.7945, 1.4445, 4.8844, -0.0572, -0.1061, 0.0033
Si, 4.0679, 4.136, 4.7722, 0.0864, 0.0896, 0.0097
Si, 9.5897, 4.1064, 4.8625, 0.1124, -0.0676, -0.0188
Si, 1.3338, 6.8117, 4.8621, 0.065, -0.0169, 0.006
Si, 6.7808, 6.8826, 4.6953, 0.0433, 0.3006, -0.0777
Si, 4.0384, 9.5982, 4.8541, 0.1413, 0.0368, 0.0419
Si, 9.4702, 9.6557, 4.703, -0.3479, -0.0307, -0.0326
Si, 2.6702, 0.0162, 6.2951, -0.164, 0.0702, 0.095
Si, 8.1422, 0.0057, 6.2308, 0.0868, -0.1017, 0.107
Si, 0.089, 2.6893, 6.2304, -0.1018, -0.0966, -0.0597
Si, 5.4524, 2.9142, 6.2562, 0.0336, 0.0615, 0.0748
Si, 2.6738, 5.3474, 6.2733, -0.0045, -0.0769, -0.0475
Si, 8.1297, 5.5795, 6.0667, 0.0814, -0.1295, 0.2729
Si, -0.1549, 8.2863, 6.0243, 0.1524, -0.0808, 0.2977
Si, 5.3952, 8.1454, 6.1385, -0.0926, -0.082, -0.056
Si, 3.7331, 1.8263, 7.465, 0.6461, -0.4919, 0.0578
Si, 10.0468, 0.879, 7.3932, -0.2671, 0.3881, -0.0659
Si, 1.8926, 3.4428, 7.6323, -0.5687, 0.357, 0.1723
Si, 6.369, 4.9203, 7.4793, 0.2928, -0.3582, -0.5073
Si, 4.4557, 6.3463, 7.4083, -0.3761, 0.5004, 0.1671
Si, 8.8906, 7.4876, 7.277, 0.0348, 0.162, -1.9762
Si, 0.6748, 10.0187, 7.3733, 0.4136, -0.2172, -0.6133
Si, 7.1096, 9.0982, 7.413, -0.3254, 0.3168, 0.3651
O, 0.5805, 9.1914, 8.8474, -0.7921, -0.5099, 0.3339
O, 1.2291, 3.6868, 9.1917, 0.0589, -0.0894, -0.4576
O, 9.7755, 1.3246, 8.9949, 0.0437, -0.1893, -0.0371
O, 6.5504, 9.2187, 9.0055, 0.3509, -0.2019, -0.3492
O, 4.6123, 1.2173, 8.7643, -0.3245, 0.0987, -0.2225
O, 3.8369, 6.7314, 8.9219, 0.1137, -0.1423, -0.3228
O, 7.1344, 5.2998, 8.9424, 0.6581, 0.6642, 0.42
O, 9.2434, 7.2794, 9.0202, 0.057, -0.0208, 0.9671
O, 2.2918, 3.1878, 22.2055, -0.1664, 0.2149, 0.3636
O, 5.9989, 11.1179, 22.0245, 0.1224, -0.4189, 0.68
O, 8.4236, 2.7325, 22.4278, 0.1479, -0.2281, 0.3188
O, 0.0201, 4.6893, 22.3827, 0.2923, -0.1191, 0.2877
O, 8.777, 8.4271, 22.3648, -0.3849, 0.1139, 0.2898
O, 2.888, 8.2062, 22.2504, 0.1605, -0.1425, 0.288
O, 5.703, 5.629, 22.1052, -0.3107, 0.2127, 0.6887
O, 10.6402, 10.4083, 22.3403, -0.1038, 0.3283, 0.3628
Si, 1.3711, 4.3582, 21.4818, -0.1205, -0.1591, -0.4327
Si, 1.5377, 3.7238, 15.7417, -0.0549, -0.0402, 0.3031
Si, 8.7851, 0.5696, 10.0538, -0.241, 0.8188, 0.3488
Si, 6.2319, 0.8552, 20.5601, -0.1232, 0.0931, -0.4693
Si, 0.361, 13.4085, 19.4051, -0.0989, -0.2594, -0.3078
Si, 4.08, 6.804, 10.5307, 0.0711, -0.0756, 0.2578
Si, 10.1197, 9.0214, 21.6186, -0.1323, 0.1205, -0.2427
Si, 3.6694, 7.5769, 19.057, 0.3005, 0.1083, -0.2379
Si, 8.6428, 5.4637, 19.4171, -0.0084, 0.0493, -0.1338
Si, 5.1254, 14.0988, 19.0672, -0.0499, -0.0767, -0.1937
Si, 0.2321, 10.6195, 14.681, 0.0375, 0.0246, 0.3151
Si, 6.0284, 9.3108, 10.5583, -0.3444, 0.0713, 0.3643
Si, -2.4164, 1.8983, 12.9788, -0.1562, 0.1407, 0.8132
Si, 4.8427, 10.2658, 18.1655, -0.0992, 0.0022, -0.0069
Si, 8.3108, 0.1305, 15.4073, -0.0239, 0.0331, 0.2424
Si, 6.2099, 3.6328, 13.9896, 0.007, -0.1085, 0.4759
Si, 12.7892, 7.3701, 21.3049, -0.0457, 0.0588, -0.4772
Si, -3.7488, 8.6864, 16.7372, -0.0334, -0.0013, 0.1699
Si, 0.5759, 2.3225, 13.2877, 0.0415, -0.02, 0.56
Si, 5.9651, 6.6096, 14.8469, -0.0867, -0.0481, 0.5437
Si, 3.2042, 6.3735, 16.2964, -0.0012, 0.0123, 0.183
Si, 7.036, 13.3957, 16.5653, 0.0441, 0.053, 0.1195
Si, 1.532, 3.7202, 10.8049, 0.2869, -0.1317, 0.3905
Si, 8.3577, 5.9736, 9.8354, -1.7119, -1.7619, 1.3851
Si, 1.1195, 6.7587, 11.6434, 0.5855, -0.4135, 0.8406
Si, 7.5299, 7.6286, 12.3907, -0.1766, 0.417, 1.2017
Si, 8.8102, 2.5347, 20.8703, 0.0941, 0.1109, -0.4587
Si, 2.7793, 12.7033, 17.8096, 0.0833, -0.0606, 0.1421
Si, 5.7322, 5.8879, 20.4959, 0.0172, 0.006, -0.4566
Si, 5.7026, 1.2097, 9.9707, -0.1862, 0.1254, 0.3979
Si, 4.636, 3.8226, 11.4344, -0.0742, -0.042, 0.5613
Si, -0.5442, 7.9408, 13.7872, 0.0696, 0.2202, 0.5916
Si, -0.7072, 8.5837, 9.697, 1.768, 1.8011, 1.2813
Si, -1.2556, 3.8325, 17.1022, 0.0703, -0.0326, 0.1123
Si, 0.6458, 8.3238, 16.3669, 0.0133, -0.0239, 0.2523
Si, -1.3197, 8.2223, 18.8294, -0.0792, -0.1198, -0.2534
O, 4.8713, 3.6822, 13.0535, -0.0794, 0.0467, -0.3885
O, 9.2974, -1.0221, 10.0897, 0.2356, -1.3642, -0.4075
O, 1.9762, 7.4216, 16.2617, -0.0052, 0.0274, -0.074
O, 1.4258, 3.4334, 14.1374, -0.0805, -0.0851, -0.3178
O, 8.2198, 8.4671, 17.9932, -0.0005, 0.025, 0.036
O, 5.1167, 4.6382, 19.6829, -0.0483, -0.021, 0.0995
O, 0.982, 5.1687, 11.3179, -0.175, 0.0631, -0.1675
O, 2.1723, 5.779, 21.5591, 0.0356, -0.0172, 0.0071
O, 0.0487, 4.2601, 16.2159, 0.0581, -0.0302, -0.0753
O, 4.8209, 5.4073, 11.0199, 0.0091, 0.112, -0.1343
O, -1.2801, 6.746, 19.5703, 0.0598, 0.0055, 0.0957
O, 6.3112, 7.3847, 13.4549, 0.1841, 0.0853, -0.5224
O, 3.6901, 3.0069, 18.3305, 0.0591, 0.0409, 0.1094
O, 5.8319, 9.5318, 17.0942, 0.0466, 0.0093, -0.0488
O, 8.9448, 7.5718, 13.1864, -0.2104, -0.0892, -0.4127
O, 5.5841, 2.6757, 10.7259, 0.1258, -0.1721, -0.2941
O, 11.29, 7.8764, 21.678, 0.0947, -0.099, 0.117
O, 6.3419, 13.861, 17.9685, -0.0059, -0.0138, 0.0059
O, -3.7213, 9.066, 11.6699, 0.102, -0.0243, -0.2878
O, 0.8353, 2.5312, 11.6865, 0.0255, 0.1191, -0.3496
O, 7.4767, 11.8194, 16.6052, 0.0197, 0.0313, -0.0429
O, -0.6621, 2.7327, 18.156, 0.0598, -0.0019, 0.0668
O, 6.0077, 2.67, 15.304, -0.0191, 0.0648, -0.1999
O, 10.3213, 1.9193, 20.6051, 0.0052, -0.0416, 0.1452
O, 4.8416, 7.2029, 20.1336, -0.0693, 0.0089, 0.1214
O, 5.3677, -0.1464, 10.857, 0.0887, 0.0519, -0.1553
O, 5.2468, 2.1406, 20.3373, -0.0299, 0.0247, 0.1381
O, 9.9272, 11.2506, 15.5512, 0.0698, -0.0123, -0.0832
O, -3.026, 11.658, 13.9438, 0.0485, 0.0757, -0.3966
O, 3.8383, 6.5503, 17.7929, -0.0267, -0.0141, 0.0443
O, 9.3647, 4.7568, 10.2422, -0.0232, 0.7778, -0.4359
O, 7.6357, 6.5075, 11.2081, 0.6703, -0.2533, -1.2998
O, 1.0158, 14.8142, 19.9565, 0.1683, 0.3302, 0.2975
O, 3.8392, 11.4558, 17.585, 0.0103, -0.0119, -0.0114
O, -3.0067, 9.4961, 15.5259, 0.0603, 0.0316, -0.139
O, 2.1816, 7.544, 19.7191, -0.1793, -0.0355, 0.2794
O, 7.4364, 3.1198, 13.0336, 0.1265, -0.0498, -0.2874
O, 8.4563, 3.2125, 16.2221, -0.0702, -0.0381, -0.045
O, -2.0017, 16.0116, 17.853, -0.0071, -0.002, 0.0344
O, 0.6914, 7.0279, 13.2006, 0.0805, -0.0835, -0.5379
O, 8.7726, 4.0577, 20.2427, -0.0111, -0.1658, 0.1486
O, 7.2188, 6.1067, 19.8684, -0.053, 0.0129, 0.1088
O, -4.1754, 7.2371, 16.1269, -0.0204, -0.039, -0.1254
O, 3.1164, 3.4685, 11.0194, -0.086, 0.008, -0.1236
O, 2.6475, 4.8679, 16.0359, 0.0024, 0.0171, -0.0776
O, 4.3569, 6.6696, 15.1693, 0.0661, 0.0125, -0.1642
O, 11.0114, 7.7595, 10.8843, -1.2306, 0.3815, -1.2058
O, 11.9599, 11.7809, 13.8541, -0.0114, 0.0771, -0.192
O, 5.8149, 10.746, 19.3805, 0.0895, 0.0073, 0.1635
O, -0.0231, 8.3991, 17.8442, 0.0177, 0.033, 0.019
O, 2.6758, 7.1018, 11.3157, -0.1183, 0.0227, -0.1214
O, -0.2817, -1.3919, 13.5456, -0.0584, -0.1214, -0.2372
O, 2.0214, 24.1956, 16.4628, -0.0541, 0.0584, -0.0942
O, 7.7544, 1.4189, 20.2849, 0.0482, 0.0062, 0.173
O, 1.5756, 12.4039, 18.9172, -0.035, 0.0883, 0.0255
O, -4.4321, 5.094, 14.6326, 0.0116, 0.0174, -0.1572
O, -3.6745, 0.9418, 9.5048, 0.1972, -0.1037, -0.1714
O, 9.7493, 9.3136, 20.0425, 0.0867, 0.0593, 0.3081
O, -5.9718, 8.1198, 10.8451, 0.0669, 0.0097, -0.1045
O, 1.1193, 9.7996, 15.7913, -0.0794, 0.0621, -0.1353
O, -1.0206, 2.5104, 13.5544, -0.0151, -0.019, -0.2094
O, 3.8033, 9.1358, 18.6529, -0.104, -0.1289, 0.046
O, -0.5179, 7.6856, 15.4012, -0.0377, -0.0317, -0.2785
O, 8.8405, 1.2356, 11.535, 0.0752, -0.3056, -0.5982
H, 10.1323, 4.5987, 9.6682, 0.1425, -0.206, -0.0158

Results
free energy: -129427.678 eV
free energy less fixed offsets of H -15.97, O -568.88, Si -635.61 eV per atom: -0.788 eV

The program warned: the cutoff lies below the one the program advises for these potential files; the exchange-correlation potential is rough where the density is thin.
